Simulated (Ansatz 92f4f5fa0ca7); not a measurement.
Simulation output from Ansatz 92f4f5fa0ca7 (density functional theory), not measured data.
Periodic cell of 222 atoms, Si131O89P2, from a study of silicon, its oxide and their interface. The atomic structure is a simulated model.

Settings
functional: PBE
potential files: Ansatz PAW
basis: plane waves
wave-function cutoff: 700 eV
density cutoff ratio: 5
exchange-correlation grid ratio: 1
k mesh: 2 x 2 x 1, shifted by 0.5 0.5 0.5 of a step
self-consistency stop: 5e-08 eV per atom in the density residual
occupations: fixed
spin: none
net charge: 0

Cell vectors (angstrom)
a 10.938 0 0
b 0 10.938 0
c 0 0 32.1988

Atoms: element, x, y, z (angstrom)
Si 10.5893 0.232 24.8868
Si 5.7352 10.6887 24.7228
Si 2.4836 2.9215 24.6378
Si 8.4399 2.4707 24.8452
Si 0.2837 5.178 24.759
Si 5.1632 5.7665 24.7011
Si 2.9397 8.0205 24.6004
Si 7.9459 8.4518 24.7347
Si 1.3367 1.3928 26.0434
Si 6.8431 1.3145 26.1113
Si 4.0502 4.1127 25.9836
Si 9.6178 4.0716 26.0925
Si 1.4024 6.8393 26.0005
Si 6.7771 6.867 26.0327
Si 4.1073 9.5485 25.9949
Si 9.4622 9.5801 26.1613
Si 2.7319 -0.0027 27.3504
Si 8.152 -0.0096 27.5554
Si 0.0152 2.7268 27.4903
Si 5.4428 2.7498 27.3616
Si 2.7308 5.4731 27.4236
Si 8.1894 5.478 27.3614
Si -0.0048 8.1881 27.3771
Si 5.4414 8.2116 27.446
Si 4.0851 1.3729 28.744
Si 9.5735 1.3638 28.8387
Si 1.3704 4.1191 28.8123
Si 6.8298 4.1038 28.7441
Si 4.0961 6.8262 28.7988
Si 9.5619 6.8289 28.7549
Si 1.3711 9.5651 28.7428
Si 6.7856 9.5542 28.855
Si 0.0154 -0.0171 30.152
Si 5.4387 0.0225 30.161
Si 2.7374 2.7349 30.1462
Si 8.1916 2.7473 30.1498
Si -0.0108 5.4781 30.151
Si 5.4755 5.4624 30.1445
Si 2.7269 8.2062 30.1419
Si 8.2073 8.1925 30.1532
Si 1.3673 1.3673 31.515
Si 6.8362 1.3673 31.515
Si 4.1018 4.1018 31.515
Si 9.5708 4.1018 31.515
Si 1.3673 6.8362 31.515
Si 6.8362 6.8362 31.515
Si 4.1018 9.5708 31.515
Si 9.5708 9.5708 31.515
Si 2.7345 0 0.6835
Si 8.2035 0 0.6835
Si 0 2.7345 0.6835
Si 5.469 2.7345 0.6835
Si 2.7345 5.469 0.6835
Si 8.2035 5.469 0.6835
Si 0 8.2035 0.6835
Si 5.469 8.2035 0.6835
Si 4.1227 1.3591 2.0521
Si 9.5655 1.3573 2.0509
Si 1.3685 4.1189 2.0364
Si 6.8479 4.0856 2.0564
Si 4.1041 6.8289 2.0521
Si 9.5801 6.8348 2.0487
Si 1.3805 9.5504 2.0498
Si 6.8284 9.5909 2.0482
Si -0.009 -0.0354 3.3851
Si 5.4882 0.0117 3.4649
Si 2.7743 2.7776 3.3631
Si 8.1901 2.6969 3.445
Si 0.0191 5.4784 3.429
Si 5.4813 5.463 3.404
Si 2.7657 8.2058 3.4425
Si 8.2091 8.2251 3.3754
Si 1.3915 1.383 4.6285
Si 6.8431 1.3486 4.9015
Si 4.1529 4.0831 4.7992
Si 9.5748 4.0835 4.7536
Si 1.4122 6.8297 4.8135
Si 6.8286 6.8856 4.7205
Si 4.1357 9.5731 4.8371
Si 9.556 9.5489 4.7884
Si 2.7373 0.0939 6.0533
Si 8.203 -0.0631 6.2589
Si 0.029 2.6728 6.0287
Si 5.4696 2.7218 6.2845
Si 2.8103 5.474 6.1732
Si 8.1738 5.4798 6.0327
Si 0.0109 8.1815 6.1497
Si 5.531 8.2181 6.2184
Si 3.8232 1.5611 7.5798
Si 9.841 1.1407 7.433
Si 1.6242 3.7974 7.3069
Si 6.6448 4.4184 7.4617
Si 4.4034 6.633 7.5284
Si 9.368 6.9435 7.4021
Si 1.1357 9.9057 7.2997
Si 7.1594 9.2229 7.6576
O 8.3176 8.0898 7.9065
O 2.7095 2.7278 7.9408
O 9.5318 1.3575 24.2759
O 4.0555 6.8752 24.1346
O 0.0258 0.0258 7.9431
O 5.5208 5.5095 8.0185
O 6.8513 9.5777 24.1915
O 1.3734 4.0665 24.1695
O 3.8636 7.396 8.9099
O 0.8067 4.3647 8.6018
O 9.8156 6.1749 8.7995
O 2.0751 9.3734 8.5326
O 7.5126 3.9395 8.7824
O 4.2419 0.8879 9.0415
O 6.7184 9.5405 9.2109
O 9.222 1.8742 8.774
O 7.7255 3.1689 23.5478
O 10.5153 5.8619 23.4501
O 5.0814 0.4244 23.3727
O 5.8892 5.1236 23.3742
O 3.1009 2.2058 23.2716
O 2.3126 8.7331 23.2278
O 8.6415 7.775 23.4022
O 0.2338 10.3141 23.6332
Si 4.3981 1.5929 22.4659
Si 3.5184 7.958 14.132
Si 7.1526 0.9109 14.6436
Si 0.9542 9.3723 22.5407
Si 1.1934 4.2933 11.8715
Si 6.2957 8.9391 15.4647
Si 0.6894 1.3422 12.2455
Si 8.6328 4.971 20.5307
Si 0.3177 5.6952 9.3736
Si 5.0193 2.9601 17.7639
Si 0.8476 3.6715 16.6799
Si 10.3895 2.8439 19.2096
Si 5.2894 1.1944 10.2776
Si 0.9435 0.204 19.8687
Si 6.6643 9.4792 10.8507
Si 9.4234 9.8887 18.1926
Si 9.4247 9.2431 12.5362
Si 6.5903 3.8641 22.6192
Si 2.4462 8.0559 9.3912
Si 10.4354 7.3755 17.0341
Si 2.407 6.2624 16.6044
Si 10.158 4.4426 14.1573
P 6.3507 9.4152 18.6832
Si 7.9503 2.5607 9.5251
Si 8.8796 2.0955 12.3923
P 5.1127 6.041 18.3898
Si 3.9264 0.6196 19.4299
Si 4.2887 3.8828 11.9505
Si 5.5614 6.6407 12.1704
Si 7.9505 2.504 17.2133
Si 4.3796 2.4066 14.7845
Si 1.5694 1.1639 15.161
Si 1.6118 9.3813 12.0543
Si 8.0544 6.8464 13.9164
Si 10.4686 9.8424 15.3894
Si 9.828 7.0338 22.5602
Si 7.9226 5.5263 17.4818
O 6.0418 8.0048 11.3259
O 6.1277 9.2171 17.075
O 7.7698 1.2313 13.1774
O 0.8086 1.7023 13.8314
O 9.2344 6.2861 16.8807
O 6.7903 6.2052 13.1372
O 4.9627 4.4219 18.5054
O 9.1773 2.1818 18.273
O 2.4087 0.0427 19.1152
O 9.5866 10.4143 16.6448
O 2.7924 4.4918 11.6533
O 5.2054 10.6019 18.963
O 9.3937 3.2405 13.3982
O 0.4593 1.7806 19.9591
O 3.1599 1.3121 14.8592
O 8.1117 5.4276 19.079
O 3.7934 6.4451 17.4753
O 4.5657 3.18 16.2109
O 9.0879 5.6557 14.2967
O 5.4616 2.7864 22.1835
O 10.5731 4.0357 15.6693
O 0.3459 3.8022 18.2246
O 10.5802 10.512 19.1359
O 9.7158 10.0785 13.9495
O 10.9248 8.1404 22.0864
O 1.243 2.1061 16.4462
O 9.7486 3.7826 20.3842
O 7.9587 4.0675 16.76
O 0.0008 9.0367 11.8954
O 6.4957 2.2682 17.928
O 5.629 10.7662 11.1731
O 7.8626 10.2012 18.666
O 10.052 1.0309 11.9276
O 1.3252 6.9295 9.1124
O 0.6396 4.7045 13.3607
O 5.2327 5.1623 11.4843
O 2.6826 7.0441 15.1996
O 1.0009 2.7205 11.4485
O 1.0022 10.5896 15.4361
O 2.4615 8.557 10.9322
O 4.7286 2.4954 11.1448
O 4.2773 3.491 13.5576
O 2.1149 4.664 16.3978
O 10.6139 8.2316 15.6388
O 6.9961 10.2412 14.7944
O 2.3963 8.9601 13.443
O 8.0184 1.5938 15.8556
O 4.1935 7.0237 12.9791
O 3.9903 1.9977 18.5642
O 7.3198 4.4105 21.2925
O 8.317 2.8655 11.0762
O 1.0209 6.8204 17.3345
O 5.6639 1.4861 14.5738
O 8.1765 9.7418 11.5333
O 9.2265 6.3009 21.2484
O 8.9357 7.7595 12.9291
O 1.6691 0.0868 11.8686
O 6.3855 6.1348 17.266
O 7.3647 7.723 15.1417
O 1.2141 10.3543 21.2748
O 9.8331 8.3052 18.2315
O 3.9871 0.94 21.0345
O 0.2938 5.2893 10.9382
O 6.6781 1.5565 9.4964
O 4.7781 8.7236 14.8721

Results
free energy: -135420.980 eV
free energy less fixed offsets of O -569.03, P -756.45, Si -635.61 eV per atom: 0.500 eV

Forces (eV/angstrom), in the order of the atoms: element, x, y, z
Si -0.0127 0.0098 -0.0221
Si 0.0205 -0.0125 -0.0506
Si -0.0109 0.0138 -0.0269
Si 0.0117 -0.011 -0.046
Si 0.0168 -0.0228 -0.0418
Si -0.0195 0.0146 -0.0322
Si 0.0203 -0.0234 -0.0359
Si -0.0057 0.0188 -0.0312
Si 0.0049 0.002 -0.0039
Si -0.0091 -0.0012 -0.0021
Si 0.0024 0.0023 0.0115
Si -0.0048 0.0053 0.0033
Si 0.0012 0.0065 0.0198
Si 0.0057 0.0067 0.012
Si -0.0073 0.001 0.0129
Si -0.0056 -0.0108 -0.0097
Si 0.0022 -0.0019 0.0036
Si -0.0036 -0.0081 0.0099
Si 0.0065 0.0043 0.0113
Si -0.0109 0.0097 -0.0033
Si 0.0068 0.0014 -0.0062
Si -0.0017 0.0026 -0.0063
Si 0.0092 -0.0109 -0.0082
Si -0.0038 -0.0002 0.0015
Si 0.0021 -0.008 -0.0147
Si 0.0019 0.0064 -0.0212
Si -0.0031 -0.0016 -0.0217
Si 0.0014 -0.0037 -0.0145
Si -0.0029 0.0026 -0.0198
Si 0.0014 -0.0019 -0.0096
Si 0.0011 -0.0013 -0.0149
Si -0.0097 0.0016 -0.0143
Si 0.0058 -0.0079 0.0016
Si -0.0085 0.0058 -0.0031
Si 0.0093 -0.0051 0.0042
Si -0.0105 0.0079 -0.0032
Si -0.0077 0.0068 -0.0005
Si 0.0043 -0.0047 0.0003
Si -0.007 0.0074 -0.0019
Si 0.0078 -0.0111 -0.0019
Si 0.0635 -0.0336 0.0179
Si -0.0437 0.1076 0.002
Si 0.0672 -0.0583 0.0146
Si -0.0742 0.0735 0.0164
Si -0.0638 0.0832 -0.0313
Si 0.0491 -0.0908 0.0568
Si -0.1742 0.0242 0.0314
Si 0.0445 -0.0649 0.0384
Si 0.0461 -0.0487 0.0956
Si -0.0495 0.0534 -0.1289
Si -0.0595 -0.0128 0.0332
Si 0.1021 -0.0356 -0.0099
Si -0.0265 0.1339 -0.1546
Si 0.0687 -0.094 0.0814
Si 0.0916 -0.0984 -0.04
Si -0.0148 0.044 0.0243
Si 0.0097 -0.006 0.003
Si -0.0097 0.0034 -0.0018
Si 0.0024 0.0088 -0.002
Si 0.0027 -0.0077 0.0028
Si -0.0084 0.0043 0.0008
Si 0.0077 -0.0033 0.003
Si 0.0031 -0.0071 0.0017
Si 0.0002 0.0075 -0.0034
Si -0.0106 -0.0142 0.0327
Si 0.0046 0.0074 0.0093
Si 0.0093 0.0076 0.0269
Si -0.0184 -0.008 0.0183
Si 0.0058 0.0052 0.0122
Si -0.0131 -0.012 0.0228
Si -0.0007 -0.0012 0.0185
Si 0.0096 0.0099 0.0178
Si 0.0021 -0.0005 -0.0157
Si 0.0023 -0.002 -0.0101
Si 0.0005 0.0017 -0.0095
Si 0.0004 -0.0016 0.0117
Si 0 -0.0004 -0.0033
Si -0.0086 0.0085 -0.0008
Si 0.0105 -0.0114 0.0042
Si -0.0143 0.0047 -0.0093
Si 0.0108 0.0092 0.011
Si -0.0051 0.0059 -0.0174
Si -0.0043 -0.0115 0.016
Si -0.007 0.0012 -0.022
Si 0.0093 0.0094 -0.0016
Si 0.0164 -0.0091 0.0045
Si -0.0045 0.005 -0.0125
Si 0.0023 0.0063 -0.0176
Si -0.0505 0.004 0.0338
Si 0.036 -0.0008 0.0151
Si -0.0064 -0.0342 0.0187
Si 0.0101 0.0455 0.0435
Si 0.0176 -0.0016 0.0312
Si -0.0329 0.0004 0.031
Si -0.0024 0.0438 0.0313
Si 0.0182 -0.0395 0.039
O -0.0062 -0.0005 0.0203
O 0.0204 -0.0092 0.026
O -0.0037 0.0002 -0.0133
O 0.0023 0.0094 -0.0253
O -0.0017 -0.0016 0.0277
O -0.0007 -0.0058 0.0136
O -0.0032 0.0021 -0.0136
O -0.0046 -0.008 -0.0198
O -0.0105 -0.0054 -0.0098
O 0.0044 0.0262 -0.0008
O 0.0181 0.0011 -0.0105
O -0.0098 -0.0315 0.0084
O -0.0154 -0.0235 -0.0086
O 0.0085 0.0254 -0.0062
O 0.0024 -0.0078 0.0001
O -0.0188 0.0035 0.0014
O -0.0095 0.0002 0.0003
O 0.0017 0.0179 0.006
O -0.0043 0.012 0.0005
O 0.0022 -0.0206 0.0019
O 0.0177 0.0016 0.0018
O -0.0183 -0.0041 0.0086
O 0.0135 -0.0027 0.0007
O 0.0081 -0.0006 -0.0128
Si 0.0019 0.0002 0.0063
Si 0.0023 0.0055 0.002
Si -0.001 -0.008 -0.0046
Si -0.0015 -0.0067 0.0092
Si -0.0011 0.008 -0.0049
Si -0.0052 0.0055 0.0341
Si 0.0011 -0.0005 -0.0081
Si -0.0147 0.0126 0.0011
Si 0.0052 0.0061 -0.006
Si -0.0043 -0.0078 0.0055
Si -0.0052 0.002 0.0015
Si -0.0009 0.0032 0.0063
Si 0.0072 0.001 -0.0106
Si 0.0049 0.0051 0.0115
Si 0.004 0.0061 0.0002
Si -0.0084 -0.0016 0.0052
Si -0.0007 0 -0.0035
Si -0.0032 0.0019 0.0086
Si -0.0105 -0.0041 -0.0112
Si -0.0171 0.0091 -0.0014
Si 0.0094 0.0042 -0.0044
Si -0.0017 -0.0005 0.0004
P -0.0092 0.0051 -0.0161
Si 0.0001 -0.0042 -0.0048
Si 0.0019 0.0022 -0.0074
P 0.0183 0.0235 -0.0354
Si 0.023 -0.0071 0.0031
Si -0.0085 0.0032 0.0027
Si -0.0012 0.0002 0.0075
Si -0.0046 -0.006 -0.0006
Si 0.0038 -0.0016 -0.0025
Si -0.0028 -0.0008 -0.0027
Si 0.0081 -0.0021 -0.0023
Si -0.0034 -0.0023 0.0097
Si -0.006 0.0004 -0.0043
Si -0.0014 -0.0022 0.0042
Si -0.0051 -0.0081 0.0037
O -0.0014 0.0044 0.0045
O 0.0132 -0.0175 -0.0408
O 0.0041 0.0084 0.0126
O 0.0122 -0.0216 0.0024
O 0.0125 0.0043 0.0041
O 0.0107 0.023 0.0035
O -0.015 -0.0128 0.0004
O -0.0006 0.021 -0.0014
O -0.0136 -0.0019 0.008
O 0.0159 -0.0185 0.0075
O -0.0054 -0.0012 0.0095
O -0.0095 0.0258 0.0109
O 0.0088 0.0065 -0.0042
O 0.001 0.0179 -0.0091
O -0.0092 0.0233 0.0057
O 0.0125 -0.0184 -0.0147
O 0.002 -0.0167 -0.002
O 0.0032 -0.0245 0.0031
O 0.0001 -0.0118 0.0007
O -0.0022 -0.0042 0.0149
O 0.0326 -0.0109 -0.0024
O -0.0086 -0.0185 -0.0123
O -0.0105 -0.0034 -0.0165
O 0.0297 -0.0216 0.0169
O -0.0006 0.0056 0.0185
O -0.0043 0.0102 -0.0231
O -0.0122 0.0038 -0.0301
O -0.0047 -0.0033 0.028
O 0.0089 0.0032 0.0031
O -0.0049 0.0219 -0.0165
O 0.0017 -0.0003 -0.0113
O 0.0029 -0.0006 0.0053
O 0.0012 0.0281 0.0155
O 0.0021 -0.0051 0.0229
O -0.0135 -0.0141 0.0001
O -0.0099 -0.0047 -0.0113
O 0.0074 -0.0006 0.0093
O -0.0091 0.001 0.0142
O -0.0268 0.0146 0.0008
O -0.0162 0.0041 -0.0011
O 0.0133 0.0033 0.0004
O 0.0053 -0.0253 0.0041
O -0.023 0.0069 0.0084
O -0.0079 0.0172 0.0202
O -0.0088 0.0111 0.006
O 0.0141 -0.0123 -0.0018
O -0.0198 0.0059 -0.0004
O 0.0107 0.0128 0.0044
O 0.0322 0.0003 -0.0072
O 0.0234 0.0048 0.0036
O 0.005 -0.025 0.0009
O 0.0117 -0.0181 -0.0122
O 0.0073 0.0197 0.0041
O -0.02 -0.0151 -0.015
O -0.0035 -0.0194 0.0064
O -0.0129 0.0133 0.0125
O -0.0237 -0.0026 0.0175
O -0.0086 -0.0106 0.0105
O -0.003 0.0093 -0.0273
O -0.0076 -0.0029 -0.0155
O 0.0096 0.011 -0.0321
O -0.0002 0.0032 -0.0099
O 0.017 -0.0098 -0.0107
O -0.0005 0.021 0.0269
O -0.0023 -0.0153 -0.01

The program warned: the cutoff lies below the one the program advises for these potential files; the exchange-correlation potential is rough where the density is thin.
